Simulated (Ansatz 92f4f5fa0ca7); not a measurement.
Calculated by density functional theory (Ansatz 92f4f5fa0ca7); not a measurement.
Periodic cell of 252 atoms, Si132O88H32, with a vacuum gap, from a study of silicon, its oxide and their interface. The atomic structure is a simulated model.

Settings
functional: r2SCAN
potential files: Ansatz PAW
basis: plane waves
wave-function cutoff: 800 eV
density cutoff ratio: 5
exchange-correlation grid ratio: 1
k mesh: 1 x 1 x 1, shifted by 0.5 0.5 0 of a step
self-consistency stop: 1e-11 eV per atom in the density residual
occupations: fixed
spin: none
net charge: 0
applied field: sawtooth along c, amplitude +0.015 V/angstrom in the program's sign convention, ramp centred at 0.9887 of c and 0.0226 of c wide, no dipole correction

Cell vectors (angstrom)
a	10.888	0	0
b	0	10.888	0
c	0	0	44.2285

Atoms: element, x, y, z (angstrom)
Si	2.8738	2.2741	29.4861
Si	1.0752	1.195	31.7834
Si	-0.9977	4.1973	31.8537
Si	2.5736	8.3639	30.6201
Si	5.1105	0.7126	28.5812
Si	8.717	1.7618	30.2376
Si	6.0288	5.2936	30.482
Si	7.5315	8.7487	30.6732
Si	-0.4972	0.0449	30.3909
Si	4.4648	3.9619	31.5127
Si	0.0428	5.717	30.3751
Si	4.1055	9.6282	31.8322
Si	6.9673	1.2537	31.8121
Si	12.0747	7.059	31.9244
Si	6.8863	6.8789	31.9225
Si	9.3279	9.554	31.93
Si	0.0606	2.7115	33.312
Si	2.6786	0.0595	33.1468
Si	-0.1795	8.2643	33.2997
Si	2.4707	5.5983	33.2526
Si	5.5764	2.6723	33.1122
Si	8.1426	0.0246	33.3702
Si	5.3491	8.1318	33.2203
Si	8.3091	5.4705	33.1721
Si	1.3539	4.1061	34.6749
Si	4.0911	1.4102	34.497
Si	1.3279	9.5752	34.5493
Si	4.0088	6.7925	34.5801
Si	6.8604	4.1058	34.4823
Si	9.5164	1.4073	34.6507
Si	6.7411	9.4918	34.6049
Si	9.5101	6.8065	34.6684
Si	0.007	0.0264	35.953
Si	2.7831	2.752	35.9435
Si	-0.0205	5.441	36.0172
Si	2.6632	8.1767	35.9215
Si	5.3903	0.0136	35.9129
Si	8.1372	2.7669	35.9494
Si	5.4553	5.4344	35.8669
Si	8.1203	8.1652	35.9841
Si	1.3896	1.3694	37.2816
Si	4.1462	4.0933	37.2929
Si	1.3621	6.8058	37.3288
Si	4.0373	9.5323	37.2701
Si	6.7897	1.3641	37.2768
Si	9.4972	4.0785	37.3382
Si	6.762	6.787	37.299
Si	9.5305	9.5342	37.3004
Si	-0.0061	2.6827	6.9179
Si	2.7037	-0.0166	6.9336
Si	-0.0059	8.1684	6.9475
Si	2.7684	5.4416	6.9248
Si	5.4648	2.7173	6.9462
Si	8.1692	0.0143	6.9218
Si	5.3997	8.1732	6.9069
Si	8.1485	5.4534	6.9414
Si	1.3886	4.0328	8.2148
Si	4.0864	1.3296	8.2651
Si	1.3604	9.511	8.3201
Si	4.0758	6.8307	8.3145
Si	6.8412	4.0707	8.3029
Si	9.5568	1.3151	8.3279
Si	6.7916	9.5269	8.2399
Si	9.5106	6.8146	8.2891
Si	-0.0014	-0.0867	9.7301
Si	2.6842	2.6365	9.6037
Si	0.0465	5.405	9.5297
Si	2.6982	8.1631	9.7174
Si	5.4403	-0.0259	9.6222
Si	8.213	2.7093	9.6635
Si	5.4956	5.4787	9.6089
Si	8.1384	8.1999	9.6286
Si	1.3805	1.2658	11.0651
Si	4.0728	4.0788	10.7936
Si	1.3032	6.7289	10.9936
Si	4.1274	9.5072	11.0434
Si	8.1787	0.0013	12.4151
Si	9.6409	4.0842	10.954
Si	6.8523	6.8234	11.0261
Si	9.5106	9.4278	11.112
Si	1.7459	3.8349	13.6343
Si	2.9273	0.0773	12.4552
Si	-0.7747	10.4764	15.7987
Si	2.7664	5.3851	12.2108
Si	5.5105	2.8489	12.1265
Si	6.8341	1.3094	10.9626
Si	5.517	8.1856	12.4325
Si	7.4527	4.0993	14.1056
Si	0.0823	2.7323	12.3711
Si	4.086	1.7821	13.5821
Si	-0.4915	7.5333	12.3198
Si	5.4002	5.2128	15.9864
Si	8.6914	5.8652	12.1711
Si	9.3595	1.6291	13.6515
Si	8.1653	8.4434	15.4249
Si	6.8472	9.567	13.841
Si	27.1738	-12.0627	20.9619
Si	-6.2119	-0.4562	25.7391
Si	1.4847	21.2371	25.6383
Si	19.8712	18.2467	19.6102
Si	7.1342	5.0549	23.7724
Si	9.3834	4.959	18.0267
Si	0.2999	12.8143	23.8234
Si	12.4143	21.0386	17.5019
Si	-15.8963	10.5	30.5598
Si	-4.0623	7.081	21.5479
Si	5.104	4.8428	20.4152
Si	15.6232	-14.2386	26.1739
Si	4.1712	17.5234	28.7299
Si	2.8766	20.0791	14.9608
Si	12.4969	0.6745	21.4188
Si	3.0377	1.6242	18.7706
Si	-8.9438	15.5141	27.9603
Si	7.3395	5.6882	26.5865
Si	2.1832	18.3819	24.5041
Si	5.5115	21.6039	15.4392
Si	7.6129	24.6622	19.6863
Si	14.8854	-14.9779	13.5775
Si	21.208	18.6606	14.6971
Si	-3.9086	3.187	28.5158
Si	-10.4246	31.0172	20.1234
Si	0.4683	-1.2681	28.5613
Si	-6.5239	3.8604	23.296
Si	-7.6541	15.3717	17.9135
Si	-8.2138	-1.9898	21.877
Si	12.5146	37.2915	24.8216
Si	16.813	-21.1442	18.4902
Si	11.7263	16.2501	16.3036
Si	-3.4525	-14.7831	17.0979
Si	-1.7689	18.3424	28.5316
Si	19.2162	2.5141	22.6167
Si	5.5565	11.99	23.1938
O	-11.4008	-13.388	28.0918
O	-1.0195	-4.7727	19.0682
O	5.2337	-11.0021	27.2093
O	-8.4877	10.4483	22.3066
O	-2.4424	6.5999	27.3411
O	4.0606	13.9551	30.2196
O	14.8462	-1.9329	20.8944
O	-10.2495	14.2856	24.425
O	13.0201	5.5168	17.2935
O	31.3951	6.4627	29.7156
O	16.5945	26.1171	24.0708
O	-13.8373	27.1203	25.1324
O	22.6682	16.0618	29.0725
O	9.3871	14.0387	30.7126
O	-3.1033	7.6754	18.5417
O	6.2793	3.7512	20.0855
O	4.8509	1.2236	14.9198
O	2.5442	11.3571	17.7693
O	4.7347	16.7671	14.6895
O	5.822	-0.6426	19.4941
O	13.2129	-0.7	13.8023
O	15.2043	18.7595	27.7095
O	16.6928	6.2874	20.5799
O	1.3521	-1.6734	18.7844
O	-0.0621	-12.4377	14.8678
O	12.3626	15.626	26.4328
O	10.6496	4.4942	17.1569
O	33.9871	-13.4302	21.1668
O	2.5284	3.0647	18.2468
O	3.0749	10.6669	25.6679
O	-3.9533	14.9325	29.9057
O	19.254	-5.4828	13.757
O	1.1989	15.3875	14.9999
O	16.3036	-21.3491	24.6388
O	-13.0859	-22.831	16.224
O	2.5304	1.349	20.2793
O	8.423	2.3894	21.0038
O	3.0856	15.1396	24.2024
O	-5.1801	23.9862	28.2754
O	16.8311	6.4719	26.2675
O	34.016	19.6974	25.0442
O	21.8729	-10.9922	17.1098
O	18.0062	15.1431	27.3178
O	4.3749	20.4479	15.4299
O	39.7125	23.4639	23.1257
O	6.6063	15.162	15.4593
O	-14.5816	1.5692	18.8409
O	-8.0278	-3.1957	14.3574
O	5.3294	10.9578	21.9817
O	18.8558	-2.466	29.1203
O	-6.4559	34.922	23.0923
O	5.1225	19.7924	25.4292
O	-4.4249	19.5371	21.54
O	-11.761	11.8533	14.9821
O	-7.9522	-13.8263	23.1415
O	14.8729	15.8739	19.2566
O	30.0885	13.6361	14.2297
O	6.8091	17.3429	23.0301
O	8.6376	14.6444	18.7861
O	0.9085	21.2388	27.1703
O	9.6125	-8.9559	23.4174
O	19.2236	17.8074	21.0102
O	0.7024	22.4226	24.7941
O	1.2718	6.1496	24.2954
O	-7.3727	11.7865	28.9307
O	-10.6663	6.7756	15.7585
O	2.0586	9.2081	16.3305
O	-2.5091	16.5625	16.9853
O	-4.9644	6.4025	16.9711
O	4.644	1.5923	18.7286
O	12.6246	2.1063	30.5935
O	-4.8762	10.9735	16.9639
O	-7.5018	6.9843	25.4735
O	35.7721	4.6221	32.0962
O	-10.5096	21.6536	20.6934
O	4.3357	15.3865	21.8039
O	3.4889	7.1197	30.0852
O	-35.3403	13.0174	28.7114
O	13.7701	2.7572	14.1193
O	-4.4223	3.9991	12.8269
O	-30.4202	3.0678	28.2407
O	-5.2511	16.9742	29.0986
O	-6.5198	4.2754	16.7766
O	8.0828	25.8691	22.892
O	12.0011	12.6987	22.4273
O	-7.5594	5.4367	28.0859
O	9.8862	8.6663	19.8449
O	1.784	9.013	29.3285
H	0.5432	2.1658	38.214
H	2.1892	0.526	38.214
H	4.9503	3.2542	38.2253
H	3.3155	4.9062	38.2253
H	2.1963	5.9966	38.2612
H	0.5387	7.626	38.2612
H	4.8601	8.7115	38.2025
H	3.2172	10.3558	38.2025
H	7.6204	0.5513	38.2093
H	5.9766	2.1945	38.2093
H	10.3157	3.2534	38.2706
H	8.6833	4.9082	38.2706
H	7.5996	5.9814	38.2314
H	5.9474	7.6159	38.2314
H	8.7107	10.3581	38.2328
H	10.348	8.7082	38.2328
H	-0.8246	3.5078	5.9855
H	0.8403	1.8863	5.9855
H	3.5238	-0.8401	6.0011
H	1.9041	0.8268	6.0011
H	0.8175	7.3483	6.015
H	-0.8234	8.9945	6.015
H	1.9342	6.2508	5.9923
H	3.5991	4.6287	5.9923
H	4.6607	3.5564	6.0138
H	6.2778	1.8868	6.0138
H	8.9889	-0.8095	5.9893
H	7.3385	0.8271	5.9893
H	6.2144	7.3443	5.9744
H	4.5769	8.994	5.9744
H	7.3109	6.2591	6.009
H	8.9624	4.6237	6.009

Results
free energy: -135124.139 eV
free energy less fixed offsets of H -15.71, O -570.45, Si -639.56 eV per atom: 0.101 eV

Forces (eV/angstrom), in the order of the atoms: element, x, y, z
Si	0.001	-0.0035	0.044
Si	-0.0097	-0.0025	0.0024
Si	0.008	-0.0026	-0.0032
Si	0.0067	0.0003	0.0358
Si	-0.001	0.0071	0.0562
Si	-0.003	-0.0007	0.0258
Si	-0.0036	0.0139	0.0318
Si	0.0123	-0.008	0.0216
Si	-0.008	-0.0021	0.0067
Si	0.0055	0.0052	0.0124
Si	0.0014	0.0085	0.0447
Si	-0.0054	-0.0131	-0.0187
Si	0.0084	0.0004	-0.013
Si	0.0065	0.0106	-0.0218
Si	-0.0212	-0.0087	-0.0212
Si	-0.0097	0.0155	-0.0237
Si	-0.0013	0.0052	-0.004
Si	0.0054	0.0062	0.0049
Si	0.0021	-0.0078	0.0044
Si	-0.0072	-0.0096	-0.0033
Si	-0.0203	-0.0101	0.0104
Si	-0.0043	-0.0017	0.0127
Si	0.0075	0.0093	0.0037
Si	0.008	0.0107	0.0082
Si	0.0034	-0.009	0.0222
Si	-0.0094	-0.0155	0.0194
Si	0.0026	-0.0037	0.0197
Si	0.0186	0.0101	0.0256
Si	0.012	0.0008	0.0322
Si	0.0077	-0.0009	0.0146
Si	0.0086	-0.0035	0.0126
Si	-0.001	-0.0002	0.0257
Si	-0.0181	0.026	0.1953
Si	0.0052	-0.0075	0.1681
Si	-0.0235	0.0109	0.1822
Si	0.0125	0.0143	0.1805
Si	0.0061	0.0018	0.1507
Si	0.006	-0.0334	0.204
Si	-0.0292	0.0365	0.1848
Si	-0.0289	0.0208	0.1637
Si	0.0072	0.0859	0.292
Si	-0.076	-0.0976	0.26
Si	-0.0738	0.0467	0.3615
Si	-0.0236	0.0839	0.2745
Si	-0.1382	0.0166	0.1684
Si	-0.0741	0.1223	0.4651
Si	0.083	0.1147	0.271
Si	-0.0719	0.0211	0.2767
Si	0.0796	-0.0457	-0.3274
Si	0.0837	-0.0308	-0.2686
Si	0.0395	-0.0554	-0.2978
Si	-0.0651	-0.112	-0.2529
Si	-0.0283	-0.0273	-0.2384
Si	0.0238	-0.0997	-0.2051
Si	0.0848	0.0606	-0.2606
Si	0.1344	-0.0617	-0.4066
Si	0.0155	-0.0027	-0.1863
Si	0.0084	-0.0045	-0.1554
Si	0.0161	-0.0177	-0.1828
Si	0.0102	-0.0104	-0.1862
Si	-0.0109	-0.0147	-0.1923
Si	0.0026	0.0041	-0.1821
Si	-0.003	0.0033	-0.1787
Si	0.0265	-0.0197	-0.1611
Si	-0.001	0.0163	-0.0334
Si	-0.005	0.0102	-0.015
Si	-0.0136	0.0001	-0.0033
Si	0.0103	0.0093	-0.0332
Si	-0.0022	0.0034	-0.0153
Si	-0.0118	-0.0143	-0.0234
Si	-0.0134	-0.004	-0.016
Si	0.0014	-0.0046	-0.0197
Si	0.0087	0.0112	-0.0036
Si	0.0013	0.0029	-0.0025
Si	-0.0087	-0.0297	-0.0049
Si	0.0167	0.0027	-0.0122
Si	0.006	0.0074	0.0113
Si	0.0196	0.0158	-0.009
Si	0.005	0.0143	-0.0102
Si	-0.017	-0.0131	-0.0057
Si	0.0005	0.0061	0.0191
Si	0.0047	0.0062	0.0234
Si	0.0089	0.0036	0.0335
Si	0.0112	0.0052	0.0178
Si	-0.0135	-0.0096	0.023
Si	-0.0073	0.0031	-0.0125
Si	-0.0078	-0.0076	0.0131
Si	-0.0068	0.0003	0.0336
Si	-0.0117	-0.0075	0.0189
Si	0.0104	0.0064	0.011
Si	-0.007	0.0007	0.0056
Si	-0.0054	-0.0021	0.0332
Si	0.0031	-0.0022	0.0154
Si	0.0056	-0.0012	0.0169
Si	0.0066	0.0006	0.0089
Si	-0.0005	0.0007	-0.002
Si	-0.0101	0.0049	0.0588
Si	0.0004	-0.0059	0.0706
Si	-0.002	-0.0049	0.0753
Si	0.0076	0.0048	0.0536
Si	0.0078	-0.0013	0.0672
Si	-0.006	-0.0081	0.0458
Si	0.0052	-0.0013	0.0563
Si	0.006	0.0048	0.0555
Si	-0.0093	0.0114	0.0069
Si	-0.011	-0.0053	0.0539
Si	0.002	0.0008	0.0617
Si	0.006	-0.0008	0.0599
Si	0.0033	-0.0067	0.0541
Si	-0.0034	-0.0017	0.0413
Si	-0.0042	0.0059	0.0595
Si	-0.0038	-0.0021	0.0485
Si	0.002	-0.0025	0.0632
Si	0.0017	-0.0005	0.0719
Si	-0.0042	-0.0033	0.0553
Si	-0.0034	0.0077	0.0342
Si	-0.0033	-0.0053	0.0541
Si	0.0038	-0.0071	0.02
Si	0.0058	0.004	0.026
Si	0.0051	-0.0135	0.0505
Si	0.0063	0.0024	0.052
Si	-0.003	-0.0011	0.0581
Si	-0.0085	0.0008	0.0525
Si	0.0031	-0.005	0.0542
Si	0.006	-0.0099	0.0541
Si	-0.009	0.0103	0.0457
Si	0.0021	0.0007	0.0619
Si	0.0011	-0.0055	0.0441
Si	0.0033	-0.0074	0.0394
Si	0.0024	0.0111	0.048
Si	0.0032	-0.0001	0.0627
Si	-0.0032	0.0005	0.0582
O	-0.001	-0.0056	-0.0238
O	0.0002	-0.0089	-0.0278
O	-0.0078	-0.0137	-0.0538
O	-0.0028	0.0029	-0.0213
O	-0.0131	-0.0133	-0.0268
O	-0.0106	-0.0089	-0.0214
O	0.0092	0.003	-0.0202
O	-0.0056	-0.0122	-0.0191
O	-0.0119	0.0026	-0.0277
O	-0.0046	0.0061	-0.024
O	-0.005	-0.0022	-0.0236
O	-0.0028	-0.0065	-0.0444
O	0.0117	-0.0084	-0.0294
O	-0.0128	-0.0091	-0.0091
O	-0.0098	-0.001	-0.04
O	0.0052	-0.0036	-0.0205
O	-0.0065	0.0045	-0.0201
O	-0.0088	-0.0127	-0.0259
O	-0.0074	0.0094	-0.0222
O	0.0047	0.012	-0.0312
O	-0.0031	0.007	-0.0241
O	0.0041	0.0043	-0.0406
O	-0.0026	-0.0044	-0.0244
O	0.0012	0.0069	-0.0326
O	-0.0021	-0.004	-0.0132
O	-0.0001	-0.0024	-0.0653
O	0.0088	0.0037	-0.0202
O	-0.0141	0.0037	-0.0239
O	-0.0011	0.0085	-0.0175
O	-0.0031	0.0006	-0.0161
O	0.0031	-0.0079	-0.0257
O	-0.0006	0.0048	-0.0217
O	0.0038	-0.0101	-0.0354
O	0.0086	0.016	-0.0445
O	-0.0024	-0.0039	-0.014
O	0.011	0.0076	-0.0373
O	-0.0057	0.0042	-0.0439
O	0.0164	-0.0056	-0.0267
O	-0.001	0.0041	-0.0199
O	-0.0035	0.0016	-0.0236
O	0.003	-0.012	-0.0182
O	-0.011	-0.0005	-0.0255
O	0.002	0.0192	-0.031
O	0.0053	0.0009	-0.0147
O	0.0074	0.0041	-0.0203
O	0.0069	-0.0026	-0.0164
O	-0.0045	-0.0076	-0.0209
O	0.0034	-0.0015	-0.012
O	0.0016	-0.0121	-0.0291
O	0.0091	-0.0105	-0.0283
O	0.0009	0.0016	-0.0136
O	-0.0015	0.0027	-0.0277
O	0.0008	0.0003	-0.0159
O	-0.0047	0.0038	-0.0207
O	0.0035	0.0155	-0.0472
O	-0.0155	-0.0029	-0.0351
O	0.0008	-0.0019	-0.0139
O	-0.0014	0.0146	-0.033
O	0.0091	0.0138	-0.02
O	0.0133	0.0073	-0.0576
O	-0.0118	0.002	-0.0155
O	0.0131	0.0011	-0.0302
O	-0.0093	0.0191	-0.0309
O	-0.0004	0.0027	-0.0209
O	0	0.0009	-0.0175
O	-0.0064	0.0119	-0.0193
O	0.0093	-0.0041	-0.0316
O	-0.0048	0.007	-0.0214
O	-0.0022	0.0015	-0.0173
O	0.0014	-0.001	-0.0222
O	0.0173	0.0093	-0.02
O	-0.0014	-0.0115	-0.0498
O	-0.0157	0.0023	-0.0299
O	0.0047	-0.006	-0.0076
O	-0.0018	-0.0104	-0.0237
O	0.0085	0.0078	-0.0426
O	0.0115	-0.0155	-0.0317
O	-0.0065	0.0111	-0.0246
O	-0.0048	0.0003	-0.0132
O	-0.0014	-0.0012	-0.024
O	-0.0057	0.0123	-0.0213
O	-0.0121	0.0074	-0.0253
O	0.008	0.0051	-0.0244
O	0.0033	-0.0078	-0.024
O	0.0096	-0.0101	-0.037
O	-0.0066	-0.001	-0.0212
O	-0.0045	-0.0057	-0.0147
O	-0.0116	0.0081	-0.0233
H	0.3441	-0.1605	-0.2861
H	-0.3032	0.4003	-0.2411
H	-0.2809	0.4239	-0.2477
H	0.2983	-0.1881	-0.3031
H	-0.2119	0.2942	-0.2832
H	0.3178	-0.3076	-0.2335
H	-0.2502	0.2727	-0.3017
H	0.3237	-0.397	-0.2325
H	-0.2831	0.2463	-0.3207
H	0.3179	-0.4017	-0.2302
H	-0.2887	0.217	-0.2735
H	0.3031	-0.3101	-0.2076
H	-0.3525	0.219	-0.2815
H	0.1761	-0.3738	-0.264
H	0.3187	-0.2748	-0.2422
H	-0.3037	0.289	-0.293
H	0.1538	-0.3261	0.2858
H	-0.4118	0.2618	0.209
H	-0.3919	0.283	0.2556
H	0.2667	-0.3442	0.2918
H	-0.2679	0.2543	0.2645
H	0.3338	-0.2652	0.2713
H	0.252	-0.2478	0.2653
H	-0.2461	0.4085	0.2323
H	0.2985	-0.317	0.2792
H	-0.31	0.3393	0.269
H	-0.2941	0.3016	0.2424
H	0.4003	-0.2454	0.2621
H	-0.3187	0.2289	0.2625
H	0.3519	-0.3246	0.2529
H	0.2636	-0.2937	0.2889
H	-0.2102	0.3239	0.2343

The program warned: the cutoff lies below the one the program advises for these potential files; the forces do not sum to zero within the program's tolerance; empty levels may hold ghost states of the PAW files; the exchange-correlation potential is rough where the density is thin.
